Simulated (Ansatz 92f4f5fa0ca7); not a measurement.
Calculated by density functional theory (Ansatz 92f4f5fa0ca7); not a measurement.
Periodic cell of 130 atoms, Si86O44, from a study of silicon, its oxide and their interface. The atomic structure is a simulated model.

Settings: functional r2SCAN; potential files Ansatz norm-conserving; basis plane waves; wave-function cutoff 1300 eV; density cutoff ratio 4; exchange-correlation grid ratio 1; k mesh 2 x 2 x 1, shifted by 0.5 0.5 0.5 of a step; self-consistency stop 5e-08 eV per atom in the density residual; occupations Fermi-Dirac, 0.05 eV; spin none; net charge 0.

Cell vectors (angstrom)
a  10.9176  -0.0709  0.0493
b  -0.0709  10.9694  0.0243
c  0.0864  0.0426  19.1566

Atoms and the computed forces on them: element, x, y, z (angstrom), force x, y, z (eV/angstrom)
Si  0.1546  -0.6523  -0.0115  -0.2236  -0.147  -1.7124
Si  2.9872  2.291  -0.1169  0.9853  -1.1973  0.9594
Si  -0.2216  5.5963  -0.0011  1.1131  -1.9838  -1.0427
Si  2.5117  8.1251  0.0269  -1.0087  0.624  -1.2483
Si  5.4594  0.3126  -0.419  -0.9702  -0.1926  0.6635
Si  8.0449  3.2485  0.0718  -1.6021  0.9374  -0.0889
Si  5.4475  5.1659  0.2274  0.1058  0.5914  -2.0055
Si  8.5111  7.5846  0.1606  -0.2487  1.5971  -1.3211
Si  1.3074  1.1133  1.1967  0.8741  -0.1551  -0.5552
Si  3.9528  3.8495  1.4434  -0.2869  0.3093  -0.7683
Si  1.3139  6.6604  1.4397  0.4531  0.1987  -0.2283
Si  4.1676  9.5369  1.0809  0.0063  -0.0004  -0.579
Si  6.8173  1.3595  1.2646  1.0097  0.0817  -1.3952
Si  9.5833  4.0455  1.5668  0.4728  0.6825  0.0063
Si  6.7618  6.6867  1.4015  -0.0231  0.3271  0.2816
Si  9.54  9.2921  1.5447  0.1084  -1.0495  -0.0843
Si  0.1379  2.6238  2.616  -1.1894  -0.3004  0.0786
Si  2.8313  -0.1996  2.6024  -0.3076  0.7287  -0.1918
Si  0.0692  8.0922  2.8584  -0.3911  0.019  0.1043
Si  2.6294  5.2304  2.8214  0.3031  0.9274  -1.0136
Si  5.4979  2.7012  2.6988  0.302  -0.028  0.4998
Si  8.224  -0.1172  2.5451  -0.7767  0.0687  0.2386
Si  5.3549  8.1493  2.5944  0.9459  0.6012  0.3699
Si  8.1771  5.4864  2.9096  0.1248  -0.3058  -0.5776
Si  1.3231  3.951  4.1261  0.141  -0.4228  0.8575
Si  4.1282  1.3314  3.9949  -0.1868  -0.5273  0.1583
Si  1.3914  9.5311  4.1258  0.0686  0.0829  0.4194
Si  4.0257  6.7502  3.9729  0.1677  0.146  0.4331
Si  6.7013  4.2055  4.1438  0.2901  -0.7508  0.3615
Si  9.419  1.3091  3.9352  1.2918  0.1384  1.0528
Si  6.8183  9.5447  4.0439  -0.7269  -0.1205  -0.3047
Si  9.5837  6.7222  4.2986  0.285  0.1046  -0.5885
Si  -0.0249  0.0221  5.4211  -0.3868  0.0389  -1.1893
Si  2.8563  2.6969  5.4869  -0.9937  -0.1102  -0.6222
Si  -0.0195  5.3281  5.5245  0.1394  0.3483  -0.6895
Si  2.7776  8.1  5.4541  -0.7394  0.1058  -0.9275
Si  5.4379  -0.0437  5.3975  0.4672  -0.1939  0.0182
Si  8.131  2.783  5.4279  -0.558  -0.6898  -0.352
Si  5.3449  5.5498  5.5543  -0.3229  -0.6537  -0.6036
Si  8.1565  8.1374  5.4191  -0.1935  0.755  0.6267
Si  1.3622  1.3692  6.7264  0.3366  0.1341  0.0271
Si  3.9655  4.1455  6.9322  1.6618  -0.2558  -0.1338
Si  1.3059  6.8108  6.7251  0.9521  -0.0869  0.2441
Si  4.0559  9.4778  6.7741  0.3748  0.5793  -0.0404
Si  6.7001  1.4161  6.8306  1.0084  -0.089  0.0193
Si  9.4909  4.0319  6.8654  -0.6144  -0.0763  0.564
Si  6.7388  6.8897  6.8183  0.7028  -0.0617  0.4543
Si  9.4181  9.5939  6.8499  0.6064  -0.5142  -0.6161
Si  -0.013  2.7479  8.0794  0.7807  0.2688  0.4227
Si  2.8618  0.0466  7.9655  -0.8932  0.3666  1.3323
Si  0.108  8.3429  7.945  -0.4134  0.3359  0.3654
Si  2.7201  5.5732  8.2123  -1.1955  -0.3541  -0.1264
Si  5.5513  2.8752  8.3751  -0.8061  0.0967  -0.8529
Si  8.2061  0.0066  8.1623  -0.9025  1.1164  -0.2343
Si  5.4275  8.2645  8.2028  0.2618  -0.329  0.11
Si  8.2198  5.5778  8.2353  -0.6315  -0.3921  -0.2756
Si  1.35  4.165  9.5184  -0.1873  -0.4444  0.4026
Si  4.0761  1.4929  9.548  -0.6663  -0.7448  0.7468
Si  1.4037  9.6528  9.43  0.5036  0.1821  -0.9237
Si  4.1445  6.7711  9.5311  0.5914  1.3147  1.2337
Si  6.8312  4.2644  9.7874  0.8304  -0.2561  0.0912
Si  9.6251  1.3462  9.5057  -0.1596  -0.733  0.8911
Si  6.6664  9.7595  9.5142  0.6626  -0.589  0.6741
Si  9.7292  6.958  9.3531  -0.4975  -0.2921  0.3695
Si  -0.1459  -0.3148  10.7636  -0.3571  1.0197  0.57
Si  2.8083  3.0591  11.1149  0.1096  0.2789  -1.126
Si  -0.1586  5.4435  10.7431  -0.9326  0.4867  1.0201
Si  2.9803  8.487  10.6767  -0.5756  0.501  0.9248
Si  5.141  -0.1205  10.9035  -0.1683  0.125  -0.88
Si  8.5321  2.9807  10.8793  0.103  0.7181  1.3193
Si  5.1409  5.2475  11.1608  -0.0969  -0.0453  0.0419
Si  8.4172  8.4895  10.5463  -0.7073  -1.1807  0.74
Si  9.2271  9.372  17.0459  0.2167  -0.0024  -0.4956
Si  7.2672  11.3717  16.256  -0.0254  0.6267  -1.0476
Si  10.7425  -2.4834  14.7899  1.5168  0.1941  -1.5055
Si  0.2871  0.5368  13.7396  0.001  -0.809  2.3312
Si  -4.5738  0.0109  13.5471  0.0524  0.702  1.1559
Si  1.5275  -4.096  12.907  -0.756  1.8114  -0.6326
Si  5.3724  8.2944  14.7532  0.0592  0.5248  -1.1307
Si  7.9891  -2.5315  13.3285  0.2735  -0.4631  -1.155
Si  3.9916  6.0039  13.8158  -0.343  0.9259  1.0291
Si  9.3774  2.7258  13.687  0.1558  -1.0908  2.4862
Si  1.1707  3.5925  16.8655  -1.2449  1.2248  0.6351
Si  9.1747  2.8255  16.6181  0.7934  0.7774  -1.7498
Si  12.3146  2.9544  14.0237  -0.1362  1.249  -0.1425
Si  15.0116  17.5791  16.8756  -0.3516  1.037  1.2609
O  2.4487  5.6644  -5.9904  0.6581  0.2383  0.1252
O  1.3454  -1.7304  -0.4123  0.4486  -0.1808  0.2779
O  2.3739  3.0081  -1.3943  -1.9887  0.9696  -2.2705
O  4.2437  1.368  -0.7796  -0.8472  0.4338  0.8874
O  -1.344  6.5929  -0.5853  -0.8449  1.0285  0.6032
O  0.4388  4.8656  -1.4035  0.8254  -0.8721  0.0718
O  2.8391  7.301  -1.3997  0.8655  -0.1256  -0.5954
O  8.1648  -2.3992  -1.1957  0.1185  -1.4395  1.8756
O  6.0757  -0.0797  -1.8954  0.0605  0.3164  0.7956
O  10.1044  -0.4981  -1.4167  1.3945  -0.0483  2.1559
O  8.726  3.7993  -1.3587  0.0292  -1.0341  0.4076
O  6.7213  4.2378  -0.1699  -0.0502  -0.9433  0.5184
O  0.8567  7.4933  -4.844  -0.2154  0.0532  0.2287
O  15.8134  18.8487  -2.796  -0.6787  -1.1041  0.4792
O  -2.6382  2.5495  12.4841  0.4172  1.5406  -2.2579
O  -1.31  -1.4307  11.1445  1.2597  1.3042  -0.0921
O  3.9792  4.1788  10.8124  -0.3885  -0.6982  0.855
O  0.1994  6.169  12.2272  -0.3308  -0.8229  -1.8718
O  -1.3623  4.3525  11.0411  -0.0032  -0.3736  0.0521
O  2.0321  8.1192  11.9779  -0.1032  -1.6289  0.5549
O  8.2129  10.0789  15.9848  0.0185  0.4401  -0.2578
O  4.068  -1.3121  11.2573  0.2448  -0.1931  -0.1267
O  3.9212  -5.2123  15.4333  0.5812  0.2015  0.1497
O  11.3793  0.3129  12.2188  0.079  -0.6282  -2.2243
O  5.0936  5.3036  12.8482  0.305  0.18  -0.5894
O  6.7165  12.0163  14.8204  -0.3862  -2.1767  -0.6387
O  7.8959  7.6346  11.8997  -0.2975  1.0511  0.0466
O  9.6736  12.1064  14.0881  0.6964  0.7349  0.0067
O  9.3753  8.2187  13.9485  -0.5888  -0.0758  -0.6791
O  5.2757  9.8589  14.3973  0.3265  0.9496  -0.1982
O  4.996  5.8261  17.8761  0.5856  -0.9103  1.4075
O  11.2499  -0.975  14.5123  0.24  0.4087  -0.0766
O  -2.6969  1.6562  16.8148  -0.4682  -1.0948  0.6648
O  4.2389  7.6247  13.7821  0.4724  -0.7225  0.0546
O  7.504  10.0109  13.0733  0.3329  -0.7022  0.3141
O  1.6475  3.9845  15.2911  -0.1027  -1.059  1.4365
O  -9.416  1.5529  14.3789  -1.8743  -1.1701  -0.8135
O  2.4561  3.0213  12.7256  0.188  0.3608  -0.8314
O  -2.0951  3.4629  15.0572  0.3701  -0.4276  -0.3145
O  6.8474  7.7367  14.3264  -0.7495  0.1912  0.4311
O  -0.5894  -2.5692  16.2482  -0.6035  0.239  1.468
O  10.7754  2.4691  16.7356  1.2384  0.9531  0.2473
O  10.8293  3.4665  13.4768  0.4307  -1.0727  -0.4807
O  5.6964  0.6283  12.2587  -0.0786  -0.4634  0.7644

Results
free energy: -30560.181 eV
free energy less fixed offsets of O -463.61, Si -117.95 eV per atom: -17.641 eV
pressure: -2.08 GPa
stress xx, yy, zz, yz, xz, xy (GPa, positive in tension): 1.18, 1.34, 3.73, 1.2, -0.11, -1.08
